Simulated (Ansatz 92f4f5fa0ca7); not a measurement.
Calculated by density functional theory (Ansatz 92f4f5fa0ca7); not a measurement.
Periodic cell of 256 atoms, Si144O112, from a study of silicon, its oxide and their interface. The atomic structure is a simulated model.
This geometry differs little from another in the collection (a relaxation step or a small displacement).

Settings
functional: r2SCAN
potential files: Ansatz PAW
basis: plane waves
wave-function cutoff: 800 eV
density cutoff ratio: 5
exchange-correlation grid ratio: 1
k mesh: 1 x 1 x 1, shifted by 0.5 0.5 0 of a step
self-consistency stop: 1e-10 eV per atom in the density residual
occupations: fixed
spin: none
net charge: 0

Cell vectors (angstrom)
a, 10.888, 0, 0
b, 0, 10.888, 0
c, 0, 0, 36.3781

Atoms and the computed forces on them: element, x, y, z (angstrom), force x, y, z (eV/angstrom)
Si, -0.1251, 0.0957, -0.0852, 0.0003, -0.0017, 0.0516
Si, 2.5627, 2.9402, 0.2947, -0.005, 0.0031, 0.0347
Si, 0.3173, 5.1263, -0.1583, 0.0031, -0.0005, 0.0572
Si, 3.2273, 7.6798, -0.0344, 0.004, -0.009, 0.0396
Si, 5.736, -0.2372, 0.207, 0.0012, -0.0046, 0.0394
Si, 7.4944, 3.1967, 0.0661, -0.0034, 0.0097, 0.0398
Si, 5.3605, 5.4595, 0.4344, -0.0016, 0.0004, 0.019
Si, 7.8414, 8.3188, 0.0594, -0.004, 0.0086, 0.0529
Si, 1.3033, 1.307, 1.3671, 0.0012, -0.0007, -0.0017
Si, 3.989, 4.1018, 1.6963, -0.001, -0.0005, -0.0003
Si, 1.4057, 6.7619, 1.1991, 0.0009, 0.0017, -0.0047
Si, 4.1104, 9.4231, 1.356, -0.0008, -0.0004, -0.002
Si, 6.7269, 1.4518, 1.4829, 0.0006, 0, -0.0024
Si, 9.4306, 4.1338, 1.1545, -0.0009, -0.001, -0.0032
Si, 6.8026, 6.8544, 1.5652, -0.0013, -0.0008, -0.0036
Si, 9.4487, 9.5749, 1.2753, -0.0001, 0.0001, -0.0019
Si, -0.113, 2.7369, 2.6347, -0.0009, 0.0009, -0.0011
Si, 2.7025, -0.071, 2.6801, -0.0014, -0.0017, 0.0016
Si, 0.0139, 8.1778, 2.5566, 0.0004, -0.0002, 0.0002
Si, 2.5997, 5.5237, 2.8524, 0.0002, -0.0014, 0.0027
Si, 5.3725, 2.6829, 2.9071, -0.0006, 0.0014, 0.0004
Si, 8.1582, 0.0535, 2.7428, -0.0017, 0.0006, -0.0001
Si, 5.4239, 8.2045, 2.8695, 0.0004, 0.0006, 0.0022
Si, 8.2276, 5.4422, 2.7355, -0.0009, -0.0001, 0.0004
Si, 1.2441, 4.0804, 4.0808, -0.0005, 0.0003, 0.0008
Si, 4.0103, 1.2857, 4.1416, 0.0007, -0.0007, -0.0007
Si, 1.3379, 9.4826, 4.0312, 0.0005, -0.0005, 0.0001
Si, 4.0379, 6.8359, 4.1733, -0.0006, 0.0005, 0.0013
Si, 6.829, 4.0788, 4.1088, 0.0002, -0.0014, -0.001
Si, 9.5204, 1.3828, 4.0977, -0.0007, -0.0001, -0.0001
Si, 6.8018, 9.5907, 4.1347, -0.002, 0.0008, -0.0007
Si, 9.5791, 6.8344, 4.0321, 0.0011, -0.0011, -0.0007
Si, 0.0126, -0.008, 5.4061, -0.0003, -0.0003, -0.0001
Si, 2.6598, 2.7173, 5.4167, -0.0003, -0.0002, 0.0011
Si, -0.0371, 5.4644, 5.4711, 0.0007, 0.0003, -0.0009
Si, 2.6767, 8.1908, 5.4924, 0.0002, 0, 0.0003
Si, 5.4217, 0.0026, 5.513, -0.0004, -0.0002, 0.0001
Si, 8.1586, 2.7177, 5.485, -0.0007, -0.0013, -0.0002
Si, 5.441, 5.4373, 5.4447, -0.0011, -0.0008, -0.0004
Si, 8.1934, 8.1767, 5.4024, -0.0003, -0.001, -0.0001
Si, 1.358, 1.3516, 6.7884, -0.0005, -0.0002, -0.0008
Si, 4.0604, 4.0679, 6.7767, -0.0003, -0.0005, -0.0004
Si, 1.3455, 6.7988, 6.8401, -0.0002, -0.0004, -0.0001
Si, 4.0571, 9.5292, 6.8453, -0.0005, -0.0004, -0.0006
Si, 6.7939, 1.3659, 6.851, -0.0006, -0.0009, -0.0001
Si, 9.5083, 4.0926, 6.8332, -0.0003, -0.0007, -0.0007
Si, 6.8295, 6.7997, 6.7615, 0.0006, 0.0001, -0.0007
Si, 9.542, 9.5218, 6.7758, -0.0009, -0.0008, -0.0004
Si, 0.0174, 2.7154, 8.142, -0.0002, -0.0001, -0.0003
Si, 2.7242, 0.0398, 8.1867, -0.0004, -0.0001, 0.0004
Si, -0.0056, 8.184, 8.179, -0.0003, -0.0001, 0
Si, 2.7183, 5.4201, 8.1693, -0.001, -0.0006, 0.0001
Si, 5.4215, 2.7453, 8.1717, -0.0005, -0.0001, 0.0002
Si, 8.1893, -0.0278, 8.1551, -0.0003, 0.0003, -0.0009
Si, 5.446, 8.1215, 8.1107, -0.0014, 0.0006, 0.0004
Si, 8.1534, 5.4574, 8.1795, -0.0012, 0.0001, 0.0005
Si, 1.3562, 4.0604, 9.5413, 0.0009, -0.0003, -0.0004
Si, 4.0758, 1.409, 9.5562, -0.0005, 0, -0.0006
Si, 1.364, 9.5602, 9.5242, -0.0008, 0.0006, 0.0005
Si, 4.1175, 6.7681, 9.4962, 0.0006, 0.0005, 0
Si, 6.7945, 4.0877, 9.531, -0.001, -0.0006, 0.0003
Si, 9.5895, 1.3312, 9.49, -0.0001, -0.0008, -0.0008
Si, 6.7967, 9.4677, 9.4549, -0.001, -0.0003, -0.0011
Si, 9.5338, 6.8071, 9.5367, -0.0013, 0.0001, -0.0006
Si, 0.0401, 0.0219, 10.9406, -0.0002, -0.0002, 0.0002
Si, 2.702, 2.7431, 10.9672, -0.0008, -0.0004, -0.0006
Si, 0.0038, 5.4323, 10.902, -0.002, -0.0001, -0.0005
Si, 2.7717, 8.1832, 10.7901, 0.0007, 0.0009, -0.0014
Si, 5.4846, -0.0166, 10.7807, -0.0012, -0.0003, -0.0012
Si, 8.2299, 2.6987, 10.7847, 0, 0.001, -0.0016
Si, 5.4246, 5.4128, 10.9218, -0.0006, -0.0009, 0.0001
Si, 8.1254, 8.1337, 10.866, 0.0018, -0.0016, -0.0013
Si, 1.3652, 1.4048, 12.3901, -0.0004, 0, 0.0015
Si, 4.0745, 4.0873, 12.3433, -0.0001, 0.0003, 0.002
Si, 1.4658, 6.8222, 12.1584, 0.003, -0.0014, 0.0016
Si, 4.1053, 9.5653, 12.1352, -0.0007, 0.0011, 0.0002
Si, 6.9567, 1.2535, 12.0789, 0.0003, -0.0009, 0.0018
Si, 9.5089, 4.0257, 12.2358, 0, -0.0004, 0
Si, 6.812, 6.7432, 12.2658, -0.0011, 0.0002, 0.003
Si, 9.4969, 9.5082, 12.1777, -0.0006, 0.0038, 0.0006
Si, 0.0006, 2.8242, 13.7601, -0.0002, 0.0007, -0.0006
Si, 2.833, 0.0205, 13.6229, 0.0006, -0.0015, -0.0034
Si, -0.1114, 8.0087, 13.4056, 0.0046, 0.0079, 0.0117
Si, 2.7476, 5.5716, 13.7194, -0.0007, 0.0027, -0.0046
Si, 5.5688, 2.5549, 13.359, -0.0002, -0.0011, -0.0032
Si, 8.2962, 0.026, 13.6327, -0.0009, 0.0017, -0.0057
Si, 5.4928, 8.2456, 13.4638, -0.0009, -0.0001, -0.0015
Si, 8.0834, 5.2864, 13.6527, 0.0006, 0.0002, -0.0021
Si, 0.8637, 4.7359, 14.9051, 0.0122, -0.0065, 0.0456
Si, 4.5822, 1.0172, 14.7867, -0.0045, 0.0097, 0.0428
Si, 1.8142, 9.5783, 15.2254, -0.0078, 0.0066, 0.0569
Si, 3.9533, 7.2923, 14.9031, 0.0112, 0, 0.0577
Si, 6.9265, 3.6074, 14.8877, -0.0174, 0.0018, 0.0479
Si, 9.3543, 1.6116, 15.1069, 0.0088, -0.008, 0.0514
Si, 6.736, 9.6705, 14.8444, 0.0071, -0.012, 0.0422
Si, 9.8744, 6.3003, 14.7119, -0.0104, 0.0116, 0.0358
Si, 18.375, -11.6776, 29.5095, 0.003, 0.0091, 0.1078
Si, 0.7571, 10.6316, 20.3409, 0.0151, 0.002, 0.1367
Si, 28.3243, -0.3654, 25.3925, 0.0071, -0.0061, 0.1029
Si, -8.8743, 4.8292, 24.9433, -0.0032, -0.0089, 0.1251
Si, 21.6614, 10.6458, 17.2711, 0.0014, -0.0122, 0.1323
Si, 23.7674, -2.9191, 24.7753, -0.0019, 0.0136, 0.1464
Si, 20.115, -10.0583, 25.5157, 0.0015, 0.0099, 0.1317
Si, 30.4042, -0.314, 32.2965, 0.0122, 0.0144, 0.1065
Si, 20.7102, -13.7333, 28.6644, -0.009, -0.0028, 0.1308
Si, 29.1588, -12.8906, 21.6003, -0.0111, 0.0034, 0.1286
Si, 25.7611, 12.0586, 34.5912, -0.0015, -0.0056, 0.1067
Si, 37.1955, 6.7166, 17.7324, 0.0093, 0.0084, 0.1233
Si, 1.9275, -1.2503, 34.4534, 0.0075, -0.0113, 0.0953
Si, 35.7782, -0.6778, 30.0067, -0.0159, 0.0102, 0.1132
Si, 33.4551, -11.2552, 31.8341, -0.0064, -0.0114, 0.1056
Si, 24.2141, -9.9501, 27.5748, -0.0029, -0.0131, 0.1229
Si, 16.6687, 2.3949, 19.6438, 0.0003, -0.0311, 0.1348
Si, 40.7257, -2.952, 33.4355, 0.0037, 0.0027, 0.1156
Si, 15.6674, -7.828, 16.9453, 0.0068, 0.0016, 0.1171
Si, 19.9927, -19.7683, 34.2348, -0.0044, -0.0007, 0.1052
Si, 26.753, -9.6202, 23.3927, 0.0013, 0.0018, 0.1388
Si, 7.1207, -3.0031, 24.4978, 0.0041, -0.0163, 0.1469
Si, 20.4964, -4.2937, 31.2845, 0.0036, -0.0171, 0.118
Si, 23.7953, -2.7956, 21.536, -0.0022, 0.0055, 0.137
Si, 34.0658, -19.1082, 31.7307, 0.0075, 0.0017, 0.1054
Si, 4.7829, -13.3675, 26.2594, 0.0019, -0.0098, 0.1232
Si, 17.0016, -16.3574, 19.8624, 0.0076, -0.001, 0.0977
Si, 17.4819, -6.8648, 27.61, 0.0117, -0.0043, 0.1171
Si, 39.0236, -7.3304, 30.504, -0.0178, -0.0135, 0.104
Si, 4.1672, -9.2201, 31.5709, -0.0057, 0.0093, 0.1233
Si, -0.7882, 12.2367, 22.6191, -0.0145, 0.001, 0.1304
Si, 10.8068, 4.5414, 33.3136, -0.0074, 0.0069, 0.1143
Si, 41.3871, -3.8753, 19.7177, 0.0122, 0.0011, 0.1182
Si, 15.0782, -7.8832, 25.8425, 0.0087, -0.0086, 0.1289
Si, 52.0301, -15.7063, 26.4785, 0.0043, -0.0043, 0.1146
Si, 28.4305, -15.4579, 31.3098, 0.0228, 0.0124, 0.0994
Si, 14.03, -9.3859, 21.081, -0.0046, 0.0026, 0.1131
Si, 34.93, -16.9693, 17.7226, 0.002, 0.0154, 0.1238
Si, 11.0722, 2.6163, 29.0172, 0.0033, -0.0021, 0.1276
Si, 26.8187, -13.6389, 29.28, 0.0112, -0.0006, 0.1223
Si, 40.8912, 2.0185, 28.9868, -0.0052, -0.0054, 0.098
Si, 22.9813, -7.2979, 22.2837, 0.0152, 0.001, 0.1254
Si, -10.2526, 5.6053, 20.2397, -0.0001, 0.004, 0.1241
Si, -2.1713, 19.1223, 16.8814, 0.003, 0.0042, 0.1195
Si, 21.2916, 3.6874, 26.4176, -0.0196, 0.009, 0.1139
Si, 0.3459, -1.1661, 26.6107, 0.0083, 0.005, 0.1134
Si, 37.4851, -2.934, 20.3209, 0.0027, 0.0281, 0.1121
Si, 29.1967, -20.6452, 21.6143, 0.007, 0.0026, 0.1093
O, -6.5449, 6.5008, -0.3988, -0.0029, 0.0048, -0.0225
O, 10.0565, 1.0055, -19.8966, -0.0198, 0.0258, -0.0587
O, -0.8321, 12.0379, -1.1304, -0.0183, 0.0191, -0.0536
O, 38.7273, -1.9756, -15.7033, -0.0211, -0.0152, -0.0487
O, 24.0942, -18.9214, -14.9966, 0.0152, -0.0126, -0.0476
O, 12.4288, -0.6416, -5.9521, 0.0254, -0.0037, -0.0613
O, -0.5291, 5.3415, -4.4021, -0.0132, 0.0228, -0.0589
O, 12.3243, 3.9456, -0.3197, -0.0033, -0.0004, -0.0236
O, 5.5471, 3.341, -9.7589, -0.0356, -0.0148, -0.0634
O, 12.3387, -1.3689, -3.4535, -0.0157, 0.0175, -0.0668
O, 7.6902, 10.4434, -14.4496, 0, -0.0054, -0.0426
O, -2.8444, 9.5513, -2.9716, 0.0035, 0.0099, -0.0409
O, -10.2427, -11.9495, -0.9534, 0.0214, -0.0096, -0.0491
O, 18.7118, 2.859, -6.0483, 0.0097, -0.0098, -0.0517
O, 26.1541, 1.7115, -3.2265, -0.001, 0.0088, -0.0863
O, 32.5115, -10.5132, 21.5127, 0.0251, -0.0277, -0.073
O, 1.3413, 10.3308, 16.6001, 0.0203, -0.0102, -0.0586
O, 3.5146, 3.7727, 17.6712, 0.004, -0.0039, -0.0433
O, 4.7504, -3.1864, 27.7347, -0.0058, 0.0061, -0.097
O, 4.0844, 12.7717, 16.0787, -0.0011, -0.0243, -0.0568
O, 17.9923, 5.459, 27.0872, 0.0106, 0.0154, -0.0407
O, 31.9894, -15.3905, 19.698, -0.0135, 0.0055, -0.0401
O, 9.841, 10.5077, 26.3937, -0.0149, 0.0178, -0.0488
O, 9.4095, -3.9023, 16.1319, 0.0183, -0.028, -0.0587
O, 33.5583, -6.9607, 25.6512, 0.032, 0.0174, -0.0571
O, 7.4434, -2.0371, 16.0842, -0.0224, 0.0195, -0.0534
O, 31.5788, -1.5045, 17.1202, -0.0054, -0.0022, -0.0365
O, 14.604, 11.7575, 22.467, -0.0261, 0.0037, -0.0751
O, 11.1338, -6.3777, 21.3654, -0.0087, 0.0294, -0.0679
O, 1.5373, -0.0791, 26.7172, -0.0173, -0.0187, -0.0457
O, 36.1958, -2.4217, 21.1178, 0.025, -0.0058, -0.0486
O, 14.2301, 0.0578, 28.5857, -0.0066, 0.0239, -0.0745
O, 2.2017, 11.338, 20.3309, -0.0158, -0.0128, -0.0435
O, 13.7398, -2.5316, 15.5147, -0.0016, -0.0004, -0.0281
O, 3.399, 4.3936, 25.6483, -0.0164, 0.0129, -0.0444
O, 17.877, 12.2976, 20.085, -0.0176, 0.0198, -0.0675
O, 1.988, 8.1582, 23.1636, -0.0001, 0.0021, -0.1183
O, 7.6638, 5.8331, 20.0421, -0.0024, 0.0008, -0.0358
O, 0.4416, -1.9154, 14.6254, -0.0079, -0.0126, -0.0307
O, 29.2248, -21.1515, 28.728, -0.0003, 0.01, -0.0399
O, -1.4807, 4.8584, 26.0022, 0.0073, -0.0044, -0.0388
O, 7.5904, -20.9315, 25.7111, -0.0055, -0.006, -0.042
O, 18.499, -0.3915, 31.0666, -0.0215, -0.0083, -0.0841
O, 16.567, -14.2036, 25.1843, 0.0207, -0.0025, -0.0547
O, 8.7546, 12.8492, 21.9704, -0.015, -0.0016, -0.0408
O, 11.3441, 3.133, 30.5126, -0.0207, -0.003, -0.0861
O, 26.1426, 1.8128, 20.1139, 0.0311, 0.0165, -0.0582
O, 23.767, 4.4817, 23.372, -0.0147, -0.0209, -0.0921
O, 12.1546, -6.3659, 16.491, -0.0283, -0.0011, -0.082
O, 25.4335, -13.0816, 29.9214, 0.0135, -0.0119, -0.0402
O, 17.1383, -27.9019, 31.59, 0.0002, -0.0128, -0.0432
O, 48.7338, -15.3588, 20.755, 0.0052, -0.0122, -0.043
O, 24.5826, 10.9703, 34.6007, -0.0017, 0, -0.0409
O, 5.9205, -6.7008, 29.0744, 0.004, 0.0064, -0.0817
O, 7.576, -34.1905, 24.9543, 0.0027, -0.0114, -0.0445
O, 38.7648, -12.4305, 29.2773, -0.0077, -0.0057, -0.0402
O, 8.6314, -2.6957, 20.8359, 0.0183, -0.028, -0.0627
O, 6.382, 4.3706, 36.0672, 0.0041, -0.0047, -0.0216
O, 34.3262, -15.148, 20.96, -0.0121, -0.0221, -0.0523
O, 15.4958, 8.0089, 18.7095, -0.0048, -0.0195, -0.0789
O, 14.2027, -13.2627, 25.5715, -0.0263, -0.0048, -0.0532
O, 11.6013, 8.774, 25.3571, 0.0213, -0.0254, -0.0644
O, 29.9619, -4.038, 25.0982, -0.0188, 0.0283, -0.0698
O, 28.8554, -13.8335, 22.8927, 0.0044, 0.0198, -0.107
O, 32.4712, -7.0686, 28.0158, -0.0065, 0.0142, -0.0776
O, 38.8926, -20.0203, 22.5104, 0.0281, 0.0027, -0.0677
O, 33.6506, 30.868, 20.7885, -0.0113, 0.0165, -0.0481
O, 27.3547, 5.6238, 18.3375, -0.0197, 0.0056, -0.063
O, 16.6591, 14.8681, 16.0188, 0.0308, 0.0039, -0.0607
O, 36.0187, -9.0205, 26.6393, 0.0243, 0.0299, -0.0621
O, 20.5715, -10.3003, 23.9841, 0.0189, 0.0107, -0.104
O, 7.7795, 2.4515, 35.0297, 0.0152, -0.0133, -0.0519
O, 21.8697, -0.0268, 18.8759, -0.022, 0.0009, -0.1101
O, 19.0348, -4.6573, 30.6689, -0.0039, -0.0021, -0.0414
O, 5.6201, -11.0124, 15.3836, 0.0008, -0.0018, -0.0217
O, 15.4277, -19.3257, 24.379, 0.0107, -0.0295, -0.0859
O, 46.4548, -8.304, 31.1692, 0.004, -0.0022, -0.0378
O, 32.9238, -8.3815, 23.018, 0.0073, 0.0029, -0.0473
O, 32.6922, 5.5041, 34.6317, -0.0044, -0.0111, -0.0767
O, 16.1761, -21.299, 35.2021, -0.0197, 0.0127, -0.047
O, 30.4428, -20.6338, 32.9614, -0.0062, -0.0282, -0.0581
O, 14.8394, 0.13, 31.1362, -0.0072, -0.0244, -0.0504
O, 24.7478, -4.6275, 17.7144, -0.0013, -0.0074, -0.0436
O, 19.1491, -3.2254, 18.3174, -0.0001, 0.0228, -0.094
O, 4.9167, -3.9493, 16.1883, -0.0071, 0.0109, -0.0809
O, 20.6778, -9.262, 29.0688, 0.0008, 0.0042, -0.0392
O, 11.8701, 1.1901, 32.2854, 0.0016, 0.0065, -0.0376
O, 8.1114, -8.2568, 15.529, 0.0026, 0.0021, -0.0255
O, 20.2623, -3.3278, 32.5678, 0.0103, -0.0135, -0.0554
O, 16.854, 14.765, 20.2798, -0.0026, 0.0095, -0.0396
O, 10.1058, -11.562, 31.7375, 0.0031, -0.0018, -0.0389
O, 6.7864, -1.3777, 36.0802, 0.0024, -0.0021, -0.0262
O, 44.8459, -7.118, 32.9105, 0.0129, -0.0195, -0.0502
O, 45.3548, -4.481, 25.1436, 0.0032, 0.0025, -0.0432
O, 20.07, -3.8919, 27.6023, -0.0191, -0.0274, -0.0689
O, 38.4403, 2.4414, 18.0464, -0.0182, 0.0149, -0.0872
O, 20.6631, 14.2526, 33.7024, 0.013, 0.0126, -0.0397
O, 23.2589, -9.0258, 28.4777, 0.0201, -0.013, -0.0537
O, 27.3145, -22.8084, 26.495, 0.0128, 0.0135, -0.0502
O, 28.5727, -25.4724, 32.6935, -0.0161, -0.0215, -0.062
O, 52.2474, -23.5358, 29.0756, 0.0172, -0.0123, -0.0465
O, 5.4962, -0.0095, 24.2191, -0.0184, 0.0231, -0.0684
O, 32.8353, -23.851, 27.9514, 0.0177, 0.0205, -0.0666
O, 55.8097, -6.1162, 19.0626, 0.0308, -0.0143, -0.0865
O, -2.7212, -3.3417, 35.0128, 0.0021, -0.0056, -0.0831
O, 31.6221, -8.6591, 26.0261, -0.0061, -0.0245, -0.0513
O, -7.3843, 2.4346, 35.4531, 0.0154, -0.0233, -0.0478
O, 10.3638, 29.0636, 30.022, 0.0022, 0.0233, -0.0784
O, 27.3915, -14.8089, 30.2512, -0.0232, 0.0221, -0.0589
O, 2.7391, 8.3143, 34.9073, -0.014, 0.0213, -0.0443
O, 38.0975, -8.58, 30.8634, 0.026, 0.022, -0.0396
O, 29.6383, -18.757, 27.7664, -0.0057, 0.0163, -0.0516

Results
free energy: -155991.880 eV
free energy less fixed offsets of O -570.45, Si -639.56 eV per atom: -4.840 eV

The program warned: the cutoff lies below the one the program advises for these potential files; the forces do not sum to zero within the program's tolerance; empty levels may hold ghost states of the PAW files; the exchange-correlation potential is rough where the density is thin.
